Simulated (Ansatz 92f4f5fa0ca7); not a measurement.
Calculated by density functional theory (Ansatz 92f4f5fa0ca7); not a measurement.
Periodic cell of 166 atoms, Si98O68, from a study of silicon, its oxide and their interface. The atomic structure is a simulated model.

Settings
functional: r2SCAN
potential files: Ansatz norm-conserving
basis: plane waves
wave-function cutoff: 1300 eV
density cutoff ratio: 4
exchange-correlation grid ratio: 1
k mesh: 2 x 2 x 1, shifted by 0.5 0.5 0.5 of a step
self-consistency stop: 5e-08 eV per atom in the density residual
occupations: Fermi-Dirac, 0.05 eV
spin: none
net charge: 0

Cell vectors (angstrom)
a	10.88	0	0
b	0	10.88	0
c	0	0	24.3911

Atoms: element, x, y, z (angstrom)
Si	-0.4097	0.5808	0.056
Si	2.2735	2.6296	0.3549
Si	-0.1444	4.1753	-0.1586
Si	3.1831	7.1859	0.0705
Si	5.9263	-0.5538	-0.2834
Si	8.1258	2.2657	0.591
Si	5.8206	4.4461	0.0921
Si	7.9273	8.6851	-0.6311
Si	1.0139	1.3076	1.7506
Si	3.9615	3.9757	1.3734
Si	0.3651	7.0355	0.3169
Si	4.4446	8.9992	0.8105
Si	6.5553	0.9945	1.517
Si	9.3785	3.8324	1.6619
Si	7.1903	6.9737	1.1356
Si	9.3807	9.7233	1.1814
Si	-0.148	2.7542	3.0915
Si	2.5795	-0.0362	2.6597
Si	-0.2411	8.105	2.3502
Si	2.9406	5.7849	2.4067
Si	5.2646	2.5272	2.7583
Si	8.0807	-0.0089	2.8973
Si	5.6601	8.1935	2.5959
Si	8.1996	5.4864	2.6993
Si	1.4583	4.3914	4.0175
Si	3.8477	1.173	4.2664
Si	1.2459	9.426	3.9384
Si	4.1563	6.8667	4.0196
Si	6.7499	4.0212	3.9594
Si	9.4338	1.3675	4.3498
Si	6.7971	9.4723	4.1952
Si	9.5401	6.7986	3.9842
Si	-0.2141	-0.1934	5.4026
Si	2.4821	2.6748	5.4477
Si	-0.1762	5.3686	5.563
Si	2.5035	8.0156	5.3596
Si	5.2817	-0.0651	5.6289
Si	7.9708	2.7818	5.4712
Si	5.4049	5.4136	5.4263
Si	8.2011	8.0975	5.522
Si	1.0451	1.4474	6.93
Si	3.9857	3.9542	6.6953
Si	1.0339	6.8428	6.9034
Si	3.7214	9.5036	6.6889
Si	6.6412	1.3729	6.9293
Si	9.2949	4.0823	6.9945
Si	6.6983	6.9048	6.796
Si	9.4446	9.5438	6.9243
Si	-0.3058	2.606	8.3256
Si	2.502	0.1071	8.1744
Si	-0.0795	8.3495	8.3268
Si	2.6096	5.4527	7.9832
Si	5.0835	2.8116	8.3899
Si	8.1668	0.0266	8.2271
Si	5.2697	8.2931	8.0207
Si	8.0141	5.6323	8.2627
Si	1.4117	3.892	9.4602
Si	4.3876	0.9234	9.5287
Si	1.2772	9.807	9.697
Si	4.1525	6.6471	9.4298
Si	5.4995	4.7223	9.6276
Si	9.4033	1.282	9.9711
Si	6.2577	9.876	9.377
Si	9.2566	7.1667	9.5121
Si	0.4976	0.474	11.3322
Si	2.8099	2.5447	10.7034
Si	0.2072	6.2924	10.7675
Si	2.3481	7.2892	11.041
Si	6.7881	-0.0788	11.6757
Si	7.7656	2.1668	11.6213
Si	5.2038	4.093	11.7197
Si	7.8163	8.4099	10.7751
Si	-2.4843	4.0653	13.8432
Si	1.0129	6.8736	13.4284
Si	4.0111	9.5326	15.2294
Si	6.6629	6.5125	13.0896
Si	1.2718	5.2234	17.5459
Si	9.0044	2.7544	17.7348
Si	6.056	9.5023	14.0171
Si	7.8081	1.3028	13.825
Si	15.1979	9.6326	18.1412
Si	11.919	9.8855	14.2274
Si	1.0491	2.4752	17.5344
Si	-0.1051	5.3058	15.6637
Si	4.3718	-5.503	22.0928
Si	10.2072	1.1264	15.591
Si	14.5109	-3.6835	17.1248
Si	1.2769	10.4325	21.9384
Si	6.6127	17.1284	20.3562
Si	3.9311	0.5084	23.0559
Si	-0.4976	6.2828	19.9709
Si	8.7287	-4.8416	17.4472
Si	6.1933	7.3515	18.3823
Si	15.044	2.7756	20.8575
Si	2.5564	0.8457	19.3994
Si	10.2313	7.9451	21.9033
Si	8.8262	4.6931	21.7344
Si	7.1009	3.3247	19.9771
O	-1.6585	1.67	-0.4243
O	2.817	-0.6493	-1.8568
O	3.5627	4.3109	-3.2545
O	1.0929	3.2672	-0.6918
O	3.2521	2.2364	-4.7316
O	0.7336	5.4676	0.3477
O	0.3746	11.2856	-1.3943
O	3.2158	-1.0092	1.561
O	7.0978	3.36	-0.1247
O	8.0552	3.3637	-3.1806
O	16.5513	2.5914	-4.0881
O	9.5702	4.5168	-1.2731
O	6.5978	4.8096	-4.8527
O	9.2675	6.4551	-5.5427
O	6.0322	5.9731	0.5177
O	0.6906	-0.1495	12.8479
O	-3.7087	-0.1515	14.4887
O	1.6758	1.6021	11.4964
O	3.695	3.437	11.803
O	2.0823	8.9382	10.9633
O	0.3459	4.6284	10.4874
O	2.5376	6.8986	12.714
O	4.3026	10.2938	16.6265
O	5.5459	-0.8434	12.5204
O	6.2318	2.8338	11.6132
O	9.4264	1.2272	14.1698
O	7.2165	4.8391	9.5331
O	5.3975	5.5024	12.6146
O	-2.2475	3.4528	12.32
O	0.2076	-0.2716	15.5106
O	-0.1828	6.5185	12.3714
O	6.2725	7.8163	13.9294
O	8.1028	9.7648	11.7753
O	3.861	7.9019	15.6388
O	7.7866	5.5733	13.8783
O	0.7037	8.3478	14.1026
O	1.5759	11.2422	20.5999
O	-1.0375	4.2201	14.7849
O	25.191	-4.7293	23.194
O	12.9346	3.7755	17.6894
O	5.7655	8.9553	18.4702
O	2.5854	10.024	14.5142
O	2.4874	6.1366	16.9135
O	10.5209	13.7636	18.3474
O	12.5344	1.1104	18.0808
O	8.5596	4.3277	17.2658
O	7.29	7.1881	11.7382
O	7.373	13.7652	14.3675
O	14.6017	10.6325	19.3022
O	11.3833	2.1981	15.9831
O	0.9519	5.8011	14.5364
O	-1.8096	1.4801	16.7049
O	-1.1159	6.4536	16.3071
O	-3.6002	6.9559	17.2059
O	3.2119	-2.4072	18.0459
O	4.8568	-4.3895	17.882
O	11.7341	6.0232	18.9463
O	8.7182	-2.2018	22.2376
O	3.2361	-9.5331	24.2403
O	5.2417	6.4668	21.2487
O	1.7066	8.0159	24.3583
O	10.1432	4.8621	20.663
O	4.0459	1.7547	22.0803
O	5.2836	4.359	22.9919
O	11.4541	9.0094	21.6438
O	10.2108	7.2515	23.4693
O	7.8948	6.0711	21.4747
O	7.8488	2.3841	18.7754

Results
free energy: -43078.932 eV
free energy less fixed offsets of O -463.61, Si -117.95 eV per atom: 5.648 eV
pressure: -1.82 GPa
stress xx, yy, zz, yz, xz, xy (GPa, positive in tension): 2.34, 2.18, 0.95, 1.89, -0.71, -1.22

Forces (eV/angstrom), in the order of the atoms: element, x, y, z
Si	-0.2699	0.3432	-1.1367
Si	0.5553	-0.8419	0.0105
Si	-0.5174	0.4048	0.0112
Si	-1.3255	-0.1299	0.6576
Si	-0.0104	0.4915	-0.6689
Si	-1.2096	2.0222	0.2588
Si	0.5934	-2.4245	0.1476
Si	0.4018	0.8522	0.9211
Si	-0.1979	1.2267	-0.4742
Si	0.0401	-1.0326	0.5459
Si	1.1254	1.706	0.532
Si	-0.6168	0.2822	1.5023
Si	-0.5057	-0.9335	-0.0429
Si	0.4052	-0.6287	0.3
Si	-0.2685	0.5571	0.1831
Si	-1.2511	-0.3514	-0.2609
Si	1.2225	0.6712	0.5527
Si	-0.382	-0.3326	1.353
Si	0.5143	0.3631	0.4975
Si	-0.1912	-0.3631	-0.3451
Si	-0.9641	-0.0525	0.6002
Si	0.6719	0.0069	-0.1398
Si	0.3405	-0.4319	0.7363
Si	-0.3052	-0.0404	-0.3095
Si	-0.8428	-1.0336	0.1973
Si	0.7938	0.7512	-1.1257
Si	-0.6655	-0.5827	-0.1197
Si	0.3304	-0.0562	0.0912
Si	-0.7124	0.6501	-0.1391
Si	-0.9171	0.1307	-0.6632
Si	-0.2308	0.2759	0.495
Si	-0.2317	0.1095	1.1206
Si	1.6354	0.7802	0.6012
Si	0.126	0.7937	-0.3329
Si	0.543	0.5849	-0.8561
Si	-0.0519	0.2423	-0.1899
Si	0.4879	-0.2128	-0.8178
Si	0.0445	-0.6666	1.1192
Si	-0.0475	-0.2624	-0.2908
Si	-0.0662	0.265	-0.617
Si	0.1183	-1.369	-1.6389
Si	-0.6651	0.3588	-0.0464
Si	1.0938	-0.1229	-0.3787
Si	-0.1069	-0.2094	0.8763
Si	0.292	1.4542	0.3345
Si	-0.1545	-0.0322	-0.5229
Si	-0.2127	-0.9014	0.0121
Si	-0.1559	-0.6437	-0.5931
Si	0.2559	0.8123	0.8522
Si	1.7617	-0.2212	-0.305
Si	0.377	0.4676	-0.0276
Si	0.0108	-0.4036	0.6733
Si	0.7982	-0.8617	-1.5682
Si	-1.2716	0.6198	1.1859
Si	-1.3173	-0.3746	0.304
Si	-0.3171	-0.5078	0.9992
Si	-0.5979	0.585	-1.6731
Si	-1.7215	0.2053	-0.2467
Si	-0.0625	-0.9812	1.4528
Si	-0.6239	0.1008	-0.6459
Si	1.6216	0.5423	-0.5246
Si	-0.4138	0.3429	0.2854
Si	0.6532	0.4512	0.0077
Si	1.2866	-0.4656	-0.1053
Si	0.4467	-0.3978	0.4264
Si	0.8708	-2.0414	1.4604
Si	-0.8828	-1.4358	0.4279
Si	1.2367	0.4089	0.5123
Si	-0.5086	-1.0639	-1.4634
Si	-0.0651	0.8048	-0.3196
Si	-0.7563	0.6952	-0.3221
Si	-1.2996	1.2034	1.3916
Si	2.1754	0.0984	0.6754
Si	0.8579	2.4468	-0.7193
Si	-0.6383	-1.5648	-0.2656
Si	0.214	-1.2141	-0.8588
Si	1.843	0.7629	0.2742
Si	0.0466	1.4208	-0.089
Si	-1.5804	0.0886	0.0302
Si	0.97	-0.2561	1.9691
Si	-1.0023	1.2433	-0.0419
Si	-1.6783	2.1317	-0.0117
Si	-1.2722	0.948	-0.9625
Si	-1.288	-0.8655	-0.9373
Si	-0.6032	-0.5713	0.8372
Si	1.4623	-0.4938	-0.5553
Si	-1.1726	0.6052	-1.4995
Si	1.3482	0.4068	1.2384
Si	0.3563	-0.6916	0.8139
Si	-0.5505	-1.2773	0.2467
Si	2.6671	-0.3428	-0.6799
Si	-3.113	-1.4046	-2.5201
Si	-0.208	-0.0151	-1.1197
Si	0.1333	0.353	-0.6445
Si	-0.8862	-0.5439	0.4003
Si	-1.1021	0.408	0.9969
Si	1.6898	0.3224	-1.8977
Si	-2.396	-2.6181	-3.096
O	1.6676	-1.7254	-0.1809
O	0.485	0.6928	0.4451
O	1.2422	-0.1987	0.4225
O	0.7354	-0.7023	0.0754
O	-0.2439	0.7802	0.393
O	-0.1387	0.5531	-0.4671
O	-0.1018	-0.6601	0.1554
O	1.0803	-0.6648	-1.2681
O	-1.1629	1.7142	0.0075
O	1.171	0.7903	2.0056
O	1.0978	0.6811	0.2242
O	0.2864	0.075	0.4461
O	0.7499	0.3091	0.4369
O	-1.0292	1.0995	1.2859
O	0.4744	0.1764	-0.7075
O	-0.9201	-0.7717	0.0934
O	-0.5323	0.07	-0.8436
O	0.341	1.2157	-0.7858
O	-0.2246	0.0366	0.3417
O	0.1842	-0.724	-1.2944
O	0.2147	1.5872	0.6075
O	-1.8283	0.4225	-1.5803
O	0.2266	0.7	1.4451
O	1.6104	0.4828	0.1279
O	0.5897	-0.284	0.8633
O	-0.5577	0.0929	0.1925
O	-0.5148	0.8028	-1.0017
O	1.2597	-0.5819	0.8283
O	0.3363	0.5036	0.1495
O	-0.4793	-0.3675	-1.0995
O	0.504	0.1926	-0.474
O	0.2154	2.0372	0.9608
O	0.5871	-1.0964	0.0282
O	0.2837	0.4489	0.5055
O	-1.1242	0.3046	-0.7386
O	-0.4293	-1.6182	-0.5476
O	-0.6108	0.489	-0.835
O	-1.6668	0.1342	-0.8077
O	-0.109	0.7384	-0.1442
O	-1.5466	-0.9896	0.0438
O	0.2106	-0.438	-0.1064
O	3.0848	0.0062	0.9543
O	-1.074	-0.5335	0.4542
O	0.3811	-0.2315	-0.4153
O	0.4756	-0.6958	0.2682
O	0.4919	0.9608	0.5671
O	-0.0173	-0.1591	-0.3929
O	0.0718	-1.4567	0.7941
O	1.275	-0.9496	-1.3674
O	0.8191	0.4663	0.8093
O	-0.1094	-1.22	2.0114
O	-0.4168	0.1802	0.1543
O	0.236	0.2437	-1.0823
O	1.9964	-1.0402	1.2288
O	-0.3299	-0.6976	0.4759
O	1.1814	0.622	0.285
O	-0.9331	-0.1818	0.6005
O	0.2322	-0.0846	0.183
O	-0.8999	0.6414	1.0589
O	0.2018	-0.572	0.1517
O	0.1379	-2.2358	-0.436
O	-1.575	-0.3196	1.4948
O	0.3403	0.6061	-1.4127
O	-0.3081	1.0255	-2.5443
O	-0.8701	-0.6514	0.2072
O	0.8829	0.2287	-1.3805
O	-0.4253	-1.0536	-0.2233
O	-1.1996	1.2591	2.0527
